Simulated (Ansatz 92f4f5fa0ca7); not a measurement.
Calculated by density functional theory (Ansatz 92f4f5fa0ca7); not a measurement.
Periodic cell of 226 atoms, Si134O92, from a study of silicon, its oxide and their interface. The atomic structure is a simulated model.
Doubt: the cutoff is far below the 930 eV that the study's wrapper takes by default for these files, so forces and energies are approximate.

Settings
functional: PBE
potential files: Ansatz PAW
basis: plane waves
wave-function cutoff: 580 eV
density cutoff ratio: 5
exchange-correlation grid ratio: 1
k mesh: 1 x 1 x 1, Gamma-centred
self-consistency stop: 5e-08 eV per atom in the density residual
occupations: fixed
spin: none
net charge: 0

Cell vectors (angstrom)
a  10.938  0  0
b  0  10.938  0
c  0  0  32.8722

Atoms: element, x, y, z (angstrom)
Si  0.0642  -0.1525  25.3185
Si  5.8777  -0.2057  25.3657
Si  2.5727  3.008  25.3824
Si  7.9267  2.9051  25.3375
Si  0.2397  5.078  25.511
Si  5.6294  5.1143  25.3891
Si  2.5026  8.719  25.2732
Si  8.0899  8.4744  25.2932
Si  1.3595  1.3764  26.6447
Si  6.8907  1.3582  26.7895
Si  4.106  4.0751  26.8264
Si  9.5658  3.9837  26.7847
Si  1.4406  6.8602  26.5688
Si  6.8357  6.8361  26.5726
Si  4.1411  9.6454  26.6935
Si  9.556  9.5936  26.7552
Si  2.751  0.0407  28.0559
Si  8.2327  0.0056  28.1281
Si  0.0127  2.6679  28.1085
Si  5.468  2.6922  28.121
Si  2.7472  5.5214  28.0731
Si  8.207  5.4829  28.0452
Si  0.0228  8.1681  28.0373
Si  5.4605  8.1779  28.0393
Si  4.1018  1.3673  29.4539
Si  9.5708  1.3673  29.4539
Si  1.3673  4.1018  29.4539
Si  6.8362  4.1018  29.4539
Si  4.1018  6.8362  29.4539
Si  9.5708  6.8362  29.4539
Si  1.3673  9.5708  29.4539
Si  6.8362  9.5708  29.4539
Si  0  0  30.8212
Si  5.469  0  30.8212
Si  2.7345  2.7345  30.8212
Si  8.2035  2.7345  30.8212
Si  0  5.469  30.8212
Si  5.469  5.469  30.8212
Si  2.7345  8.2035  30.8212
Si  8.2035  8.2035  30.8212
Si  1.3673  1.3673  32.1884
Si  6.8362  1.3673  32.1884
Si  4.1018  4.1018  32.1884
Si  9.5708  4.1018  32.1884
Si  1.3673  6.8362  32.1884
Si  6.8362  6.8362  32.1884
Si  4.1018  9.5708  32.1884
Si  9.5708  9.5708  32.1884
Si  2.7345  0  0.6835
Si  8.2035  0  0.6835
Si  0  2.7345  0.6835
Si  5.469  2.7345  0.6835
Si  2.7345  5.469  0.6835
Si  8.2035  5.469  0.6835
Si  0  8.2035  0.6835
Si  5.469  8.2035  0.6835
Si  4.1018  1.3673  2.0507
Si  9.5708  1.3673  2.0507
Si  1.3673  4.1018  2.0507
Si  6.8362  4.1018  2.0507
Si  4.1018  6.8362  2.0507
Si  9.5708  6.8362  2.0507
Si  1.3673  9.5708  2.0507
Si  6.8362  9.5708  2.0507
Si  0  0  3.418
Si  5.469  0  3.418
Si  2.7345  2.7345  3.418
Si  8.2035  2.7345  3.418
Si  0  5.469  3.418
Si  5.469  5.469  3.418
Si  2.7345  8.2035  3.418
Si  8.2035  8.2035  3.418
Si  1.3608  1.3638  4.8007
Si  6.8859  1.336  4.8199
Si  4.0426  4.1516  4.6485
Si  9.5704  4.1147  4.8251
Si  1.3034  6.832  4.8343
Si  6.8242  6.8911  4.733
Si  4.088  9.5895  4.8382
Si  9.5591  9.5306  4.8349
Si  2.7428  0.0619  6.2238
Si  8.3058  -0.0028  6.3204
Si  0.0453  2.7458  6.1941
Si  5.3534  2.7506  5.8886
Si  2.7744  5.4846  6.0726
Si  8.1212  5.525  6.1124
Si  -0.2597  7.9287  6.2887
Si  5.5709  8.3028  6.1441
Si  3.9553  1.6747  7.4267
Si  9.9325  1.234  7.6789
Si  1.7367  3.8615  7.4293
Si  6.3982  4.3556  7.1519
Si  4.4093  6.6478  7.3038
Si  9.028  6.8369  7.8436
Si  1.3642  10.1428  7.9482
Si  7.0746  9.4187  7.7113
O  5.3966  5.4457  7.9759
O  0.2133  0.3148  8.3733
O  2.8511  2.7664  8.0133
O  8.0244  8.1607  8.1933
O  1.1989  9.6655  24.8497
O  6.7876  4.0303  24.8467
O  6.9729  9.6062  24.721
O  1.4007  4.0707  24.8219
O  6.5351  10.1911  9.0928
O  1.1513  4.4923  8.8315
O  2.2027  9.5882  9.2669
O  7.0734  3.2961  8.1907
O  11.5604  8.833  7.352
O  4.7565  1.1364  8.7521
O  3.7813  7.5411  8.5288
O  9.2527  2.01  8.9729
O  5.3769  0.7171  24.0837
O  8.3809  2.133  23.9433
O  10.1335  5.5215  24.3243
O  4.6506  5.4916  24.1051
O  9.0206  7.9364  24.0027
O  3.4266  2.5793  24.0237
O  2.7674  6.3135  22.3636
O  10.2941  0.3454  23.8985
Si  0.513  13.8687  15.0187
Si  4.7106  0.3534  15.5145
Si  5.8105  8.373  21.3469
Si  -1.3149  5.2931  14.6503
Si  6.9188  3.7485  15.3439
Si  5.4288  5.9469  13.8391
Si  11.4589  7.4054  19.1024
Si  4.2583  1.4719  23.1615
Si  0.1107  0.1608  14.031
Si  -1.5955  1.275  22.9402
Si  10.1009  -9.9522  16.7476
Si  7.9099  2.7979  9.4818
Si  12.0099  5.569  10.0299
Si  9.027  5.6785  10.0268
Si  -9.4364  8.4529  13.9838
Si  3.2838  9.6648  22.5018
Si  8.0853  4.9782  21.1492
Si  2.8129  6.5814  12.0694
Si  10.6748  -3.4146  16.4131
Si  5.3917  4.0486  17.9939
Si  8.8199  8.3271  18.4791
Si  15.4784  8.5585  14.6236
Si  2.6539  8.0417  9.5818
Si  10.7446  3.4713  21.1022
Si  0.9575  12.3877  19.1178
Si  5.5408  3.4662  21.0824
Si  5.4853  10.6442  12.6587
Si  -2.3132  9.8817  21.0402
Si  12.236  6.0482  21.7015
Si  7.3906  0.8786  15.7878
Si  0.7976  9.8077  20.718
Si  2.8983  2.4584  16.8435
Si  8.2397  10.1176  13.3929
Si  -2.7768  6.9841  12.593
Si  9.6704  6.6382  23.2463
Si  4.3519  5.9251  22.5706
Si  5.8318  0.5567  9.8273
Si  6.4163  -4.2352  18.9849
O  11.3862  2.8466  19.7551
O  -0.1699  11.668  18.1952
O  10.3141  2.3163  22.1498
O  3.3714  8.7057  23.8358
O  5.548  14.2337  19.4493
O  1.2167  10.0018  13.5012
O  8.3155  4.1859  10.263
O  7.0737  3.7676  21.5943
O  0.3613  -2.7902  15.0744
O  9.4529  4.3187  20.5775
O  3.1657  0.3291  22.764
O  4.9351  0.6553  13.8958
O  3.324  7.7845  11.0598
O  -4.2311  6.3233  12.9151
O  8.3238  6.8274  10.9763
O  5.452  7.1146  22.3187
O  12.2593  7.087  9.4622
O  10.3985  -8.4461  16.196
O  -3.6153  2.2314  14.8532
O  4.9594  2.1431  21.8377
O  -2.4403  0.8892  16.9694
O  7.6922  -0.4668  14.8985
O  -0.2323  10.8854  15.63
O  4.6608  -1.443  21.6203
O  2.9501  -2.6226  14.6625
O  -1.1173  7.316  19.3384
O  -5.8841  9.124  13.1535
O  -0.4119  5.4523  10.6455
O  9.6833  -0.1002  13.1535
O  8.4802  0.3985  21.8119
O  -3.8337  10.7444  12.4131
O  -2.7063  15.5279  15.0144
O  8.2954  8.5238  13.1091
O  -3.6125  5.8127  19.9941
O  1.9116  3.2394  15.8021
O  7.4594  7.5316  18.0389
O  1.9135  9.2324  21.7437
O  16.2222  7.1471  14.9603
O  5.9263  0.8448  16.4823
O  6.9333  1.7182  10.2402
O  5.4056  5.6881  18.2049
O  3.4002  1.1446  16.0093
O  5.5909  7.8409  19.8132
O  0.8971  4.465  21.8016
O  -6.1914  9.6822  15.7691
O  10.8624  4.2763  14.3287
O  1.5298  18.2147  12.8477
O  2.2035  5.3247  11.2017
O  4.6074  4.7457  21.4678
O  9.3775  17.1269  13.3244
O  0.6412  12.651  13.9021
O  14.9769  5.9721  12.9597
O  8.4691  5.9867  22.3612
O  9.636  8.6179  17.0867
O  11.7959  7.0912  17.5365
O  6.6117  3.7154  16.9552
O  2.2409  12.7751  18.2054
O  12.1427  11.3497  20.3508
O  9.9152  -4.7703  15.9848
O  11.0442  6.9542  22.3921
O  5.6642  4.4826  14.5468
O  4.0159  3.5411  17.2982
O  -0.7107  9.5623  21.3385
O  7.349  8.9486  21.5733
O  4.9571  0.1271  11.1701
O  12.2697  6.4185  20.1007
O  0.9581  -1.9797  19.3399
O  8.5089  -1.2627  19.3882

Results
free energy: -137508.047 eV
free energy less fixed offsets of O -568.88, Si -635.61 eV per atom: 0.653 eV

Forces (eV/angstrom), in the order of the atoms: element, x, y, z
Si  0.1325  -0.0015  -0.1816
Si  -0.0651  -0.0812  -0.2121
Si  -0.0816  0.1058  -0.3194
Si  0.0155  0.0293  -0.1346
Si  0.2986  0.0256  -0.1354
Si  0.1078  0.0274  -0.176
Si  -0.0261  -0.1501  -0.1729
Si  -0.1923  -0.0547  -0.1569
Si  -0.012  -0.0147  -0.2824
Si  -0.0453  0.0063  -0.2296
Si  -0.0375  -0.0095  -0.1318
Si  -0.1431  0.0519  -0.2072
Si  -0.0377  0.1567  -0.2087
Si  0.0843  -0.0361  -0.1772
Si  0.1938  0.0405  -0.1646
Si  0.0618  -0.0669  -0.1508
Si  -0.0862  -0.0117  0.118
Si  0.0343  0.0166  0.1462
Si  0.0356  -0.0167  0.0747
Si  0.0211  -0.0489  0.1269
Si  -0.0954  -0.0092  0.0613
Si  -0.0511  0.0174  -0.022
Si  0.0642  0.0169  0.0271
Si  0.0647  0.0092  -0.0762
Si  -0.1298  -0.0617  0.3248
Si  0.2034  -0.209  0.5565
Si  -0.0179  0.1539  -0.2614
Si  0.0492  0.1007  -0.1926
Si  0.1101  0.1366  0.0757
Si  0.0719  -0.0565  -0.2313
Si  0.0903  -0.0191  -0.4352
Si  -0.1352  -0.1566  -0.1951
Si  -0.0774  0.0197  0.0106
Si  -0.1195  -0.0635  0.0009
Si  0.0921  0.0231  -0.0105
Si  0.0557  0.082  -0.033
Si  -0.0356  -0.0402  -0.0207
Si  -0.0086  -0.0128  -0.0383
Si  0.0636  0.0617  -0.0369
Si  0.0048  0.0269  -0.0341
Si  -0.0183  0.0019  -0.0197
Si  0.0293  0.0194  -0.0518
Si  -0.0122  0.0197  -0.0071
Si  -0.0367  -0.0505  -0.0094
Si  0.016  0.0084  -0.0385
Si  -0.0184  -0.0494  -0.0133
Si  0.0155  -0.0212  -0.006
Si  0.0558  -0.0116  -0.0009
Si  0.055  -0.0024  0.0173
Si  -0.0539  0.03  0.0165
Si  0.0251  0.0562  0.0016
Si  -0.0206  -0.0109  0.0127
Si  -0.0138  0.014  0.0219
Si  0.0403  0.001  0.0249
Si  -0.0112  -0.0568  0.0189
Si  -0.0479  0.0811  0.0107
Si  0.0096  0.0696  0.0583
Si  -0.0099  0.0047  0.03
Si  -0.0915  -0.1666  -0.0535
Si  -0.0022  0.0403  0.0243
Si  0.0585  -0.0614  -0.0145
Si  0.0181  0.0443  0.0335
Si  -0.0081  0.0304  0.0159
Si  0.013  -0.0796  -0.0243
Si  0.0023  -0.3004  0.3029
Si  0.0873  -0.0543  0.3317
Si  -0.5313  -0.2189  -0.5834
Si  0.1477  -0.0241  0.2954
Si  -0.0779  -0.1483  0.0771
Si  0.1386  0.3762  -0.5438
Si  -0.2524  0.0803  0.5148
Si  0.0615  0.2452  -0.3757
Si  0.1002  0.0668  -0.1031
Si  0.0797  -0.1199  -0.0074
Si  -0.1431  -0.1191  -0.1375
Si  -0.0473  0.0081  0.0458
Si  0.0227  -0.047  -0.1595
Si  0.109  0.1083  -0.0397
Si  -0.0554  0.0388  -0.06
Si  -0.0777  -0.1105  0.1625
Si  0.04  -0.0134  0.1798
Si  0.0431  0.0777  0.164
Si  0.0057  0.1063  0.0674
Si  -0.0067  -0.0702  0.3374
Si  -0.0418  0.0354  0.2524
Si  -0.1432  -0.2337  -0.0487
Si  0.0162  0.1868  0.3436
Si  0.0567  -0.0497  0.2352
Si  0.1271  0.1782  0.0342
Si  0.058  -0.0036  -0.0363
Si  0.1769  -0.1034  0.3809
Si  -0.0548  0.117  0.1562
Si  0.1188  -0.1258  0.3694
Si  -0.2001  0.5261  -0.5951
Si  -0.0297  0.1171  -0.2057
Si  -0.1197  0.2334  -0.2079
O  0.1097  0.0554  -0.6849
O  -0.0455  -0.0555  -0.1807
O  -0.1358  0.0366  -0.463
O  0.3553  -0.3532  0.0605
O  0.1883  -0.1123  0.3378
O  0.0324  0.0007  0.3612
O  -0.1454  0.0865  0.5727
O  -0.0977  0.107  0.6316
O  0.0602  -0.1305  -0.1319
O  -0.0757  -0.0371  -0.254
O  0.0641  0.0213  0.0959
O  0.1345  -0.1074  0.2363
O  -0.043  -0.1373  -0.166
O  -0.0539  -0.009  -0.0053
O  -0.0503  0.035  -0.0272
O  -0.052  0.0024  0.0243
O  0.1357  -0.0786  0.0611
O  -0.08  0.0774  0.1092
O  -0.0772  -0.0137  0.0371
O  0.0548  -0.0692  0.2612
O  -0.1227  0.1158  0.245
O  -0.0389  0.0006  0.1675
O  -0.0004  0.0185  0.1478
O  0.0699  -0.1143  0.2847
Si  -0.0307  -0.0379  0.0847
Si  0.0038  -0.0722  -0.0254
Si  0.019  0.0653  -0.2038
Si  -0.0317  0.0847  0.0961
Si  -0.0603  0.0556  0.0347
Si  -0.0669  0.1022  0.0267
Si  0.0811  0.0188  0.069
Si  -0.0448  -0.112  0.0253
Si  -0.0247  -0.1355  0.0126
Si  0.0507  0.0806  -0.0644
Si  0.0854  -0.0749  0.207
Si  -0.0747  0.0783  -0.3554
Si  0.3569  -0.0001  0.2365
Si  0.1389  -0.0559  0.4842
Si  0.0975  -0.0405  -0.0029
Si  0.0029  -0.0774  -0.2895
Si  -0.0007  -0.1638  -0.3126
Si  -0.0145  -0.0555  -0.1415
Si  0.0835  0.0027  0.1624
Si  0.047  0.1152  0.269
Si  -0.0378  -0.1019  0.1259
Si  -0.0035  -0.0339  -0.0517
Si  0.0257  -0.1913  0.0964
Si  -0.0808  0.1893  -0.2279
Si  -0.0467  0.096  0.1553
Si  0.1935  0.1816  -0.0393
Si  -0.0789  -0.1436  0.0512
Si  -0.0037  -0.1168  -0.1233
Si  -0.0401  -0.1769  -0.3584
Si  0.022  0.0153  0.0217
Si  0.0615  0.0597  -0.0902
Si  -0.011  -0.0807  0.2322
Si  -0.0545  0.0912  -0.0041
Si  -0.14  -0.0414  0.1216
Si  0.0741  -0.053  -0.0802
Si  0.0507  0.051  -0.3639
Si  -0.2186  -0.0147  -0.1191
Si  0.0453  0.0242  0.1259
O  0.0291  -0.0295  -0.0021
O  -0.0918  -0.0091  -0.1531
O  -0.0622  -0.1437  0.1593
O  -0.0591  -0.0244  0.3102
O  -0.0332  -0.0254  -0.0941
O  -0.035  0.0563  0.0228
O  -0.0735  0.0623  -0.0138
O  -0.0626  -0.0179  0.1013
O  -0.0329  0.0567  -0.0011
O  0.0063  -0.0275  0.0709
O  -0.0292  0.069  0.0649
O  0.0397  0.0385  0.0316
O  -0.0445  0.0777  -0.0972
O  0.0837  -0.0036  -0.0369
O  0.0405  -0.1063  -0.2054
O  -0.0181  -0.061  0.1363
O  -0.0551  0.0059  -0.0862
O  0.0012  0.0393  -0.0695
O  -0.0028  0.0029  -0.0081
O  -0.1194  -0.1691  0.2765
O  -0.004  0.012  -0.0869
O  0.0398  -0.0064  0.0564
O  -0.0078  0.0544  -0.0749
O  -0.1048  0.0432  0.1546
O  -0.0484  0.0247  0.0429
O  0.0055  0.0315  -0.0363
O  0.0025  0.1133  -0.0339
O  -0.0942  0.0462  -0.0902
O  0.0554  0.035  0.0221
O  0.0369  0.1669  0.2297
O  0.0083  0.0097  0.0242
O  0.0622  -0.0102  -0.0051
O  0.029  -0.0737  0.0125
O  0.0662  -0.0372  0.0564
O  -0.0238  0.0259  -0.0792
O  0.0156  0.0495  -0.0464
O  0.0521  0.0102  0.0843
O  0.0299  -0.0017  -0.001
O  0.0259  -0.0256  -0.0238
O  0.0402  0.0607  0.0422
O  -0.0586  -0.0835  -0.0903
O  -0.0095  -0.0045  -0.0295
O  0.0039  -0.0113  0.0022
O  0.0472  -0.0145  0.1397
O  -0.0386  0.0754  0.055
O  0.0201  -0.0197  -0.0578
O  0.028  0.0121  0.0384
O  -0.1327  0.0376  -0.0887
O  -0.1135  0.0341  0.1566
O  0.046  -0.0139  -0.0508
O  0.0087  0.0314  0.0072
O  -0.0473  0.0278  0.0127
O  0.0427  0.082  0.1564
O  -0.0124  0.021  -0.107
O  -0.0699  0.0281  -0.1284
O  0.0218  -0.0673  -0.0774
O  0.055  0.0224  -0.1503
O  -0.0112  -0.0294  0.0223
O  -0.0184  -0.0909  -0.0704
O  -0.1091  0.0681  0.153
O  0.0391  -0.0725  -0.0099
O  -0.0574  0.0108  -0.1224
O  -0.0971  0.0359  0.0477
O  0.0787  0.042  0.0528
O  0.1127  0.0344  -0.174
O  -0.0089  0.0099  0.0712
O  -0.0143  -0.0294  0.0119
O  -0.0013  0.0221  0.0107

The program warned: the cutoff lies below the one the program advises for these potential files; the forces do not sum to zero within the program's tolerance; the exchange-correlation potential is rough where the density is thin.
